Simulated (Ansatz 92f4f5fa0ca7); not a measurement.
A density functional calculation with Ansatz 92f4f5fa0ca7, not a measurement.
Periodic cell of 226 atoms, Si134O92, from a study of silicon, its oxide and their interface. The atomic structure is a simulated model.
Doubt: the cutoff is far below the 930 eV that the study's wrapper takes by default for these files, so forces and energies are approximate.
This geometry differs little from another in the collection (a relaxation step or a small displacement).

Settings
functional: PBE
potential files: Ansatz PAW
basis: plane waves
wave-function cutoff: 580 eV
density cutoff ratio: 5
exchange-correlation grid ratio: 1
k mesh: 1 x 1 x 1, Gamma-centred
self-consistency stop: 5e-08 eV per atom in the density residual
occupations: fixed
spin: none
net charge: 0

Cell vectors (angstrom)
a, 10.938, 0, 0
b, 0, 10.938, 0
c, 0, 0, 31.9494

Atoms and the computed forces on them: element, x, y, z (angstrom), force x, y, z (eV/angstrom)
Si, 10.6287, 0.0059, 24.417, 0.0067, 0.0046, -0.0016
Si, 5.078, 0.1307, 24.6603, 0.0006, -0.002, 0.0032
Si, 2.8247, 2.2997, 24.5288, -0.0032, -0.0036, -0.0026
Si, 8.5705, 2.44, 24.562, 0.0011, 0.004, 0.007
Si, 10.7091, 5.5933, 24.331, -0.0038, -0.0097, 0.0083
Si, 5.1598, 5.6179, 24.4486, 0.0068, 0.0054, -0.0024
Si, 2.9897, 7.9573, 24.4043, 0.0016, 0.0069, 0.012
Si, 8.4191, 7.836, 24.4157, -0.0029, -0.005, -0.0085
Si, 1.2954, 1.1375, 25.8375, -0.0015, -0.0015, 0.0037
Si, 6.8167, 1.3313, 25.7406, 0.0029, -0.0005, -0.0021
Si, 3.9888, 4.015, 25.7321, -0.0012, 0.0013, 0.002
Si, 9.6875, 4.0294, 25.8479, 0.0024, 0.0002, -0.0002
Si, 1.3398, 6.7966, 25.6685, 0.0063, 0.0009, -0.004
Si, 6.807, 6.7254, 25.7499, -0.001, -0.0008, 0.0067
Si, 4.0033, 9.473, 25.9524, 0.0046, -0.0072, -0.0023
Si, 9.4844, 9.4459, 25.8001, 0.0043, 0.0003, 0.0012
Si, 2.6391, -0.1279, 27.2864, -0.0014, 0.0025, -0.0029
Si, 8.1411, -0.0647, 27.1465, -0.0071, 0.0001, 0.0034
Si, 0.0774, 2.6607, 27.2058, -0.001, 0.002, -0.0025
Si, 5.4533, 2.7238, 27.114, 0.0036, -0.0005, 0.0017
Si, 2.6686, 5.4186, 27.1101, -0.0021, -0.0006, 0.0018
Si, 8.192, 5.3716, 27.1366, 0.002, 0.0007, -0.0056
Si, 0.0105, 8.1536, 27.1297, -0.0051, -0.0045, 0.0013
Si, 5.5128, 8.1455, 27.1778, -0.0032, 0.0003, -0.0042
Si, 4.0874, 1.3309, 28.5002, -0.0033, -0.0009, 0.0006
Si, 9.5431, 1.3284, 28.5028, 0.002, 0.0002, -0.0012
Si, 1.3873, 4.0681, 28.564, 0.0017, -0.0028, 0.0024
Si, 6.8117, 4.0609, 28.5289, -0.0034, -0.0004, -0.0009
Si, 4.086, 6.7814, 28.4877, -0.0002, -0.0004, -0.0038
Si, 9.5574, 6.7842, 28.4864, -0.0001, 0, -0.0041
Si, 1.2964, 9.4822, 28.6196, -0.0003, 0.0008, 0.0094
Si, 6.8258, 9.535, 28.564, 0.0025, -0.0009, 0.0015
Si, -0.0284, -0.0037, 29.9135, -0.004, -0.0064, 0.0012
Si, 5.4633, -0.0049, 29.8969, 0.0025, 0.0002, -0.0012
Si, 2.7643, 2.7141, 29.9042, 0.0022, 0.006, -0.0012
Si, 8.2009, 2.7178, 29.8881, -0.002, -0.0038, 0.0005
Si, -0.0021, 5.4555, 29.8915, 0.0018, -0.0018, -0.0011
Si, 5.4638, 5.4559, 29.8889, -0.0019, -0.003, 0.0017
Si, 2.7527, 8.1621, 29.9049, -0.0053, -0.0025, -0.0004
Si, 8.2257, 8.1785, 29.8909, 0, 0.0038, -0.0008
Si, 1.3673, 1.3673, 31.2657, 0.0775, 0.0277, -0.0801
Si, 6.8362, 1.3673, 31.2657, 0.0509, -0.019, -0.0301
Si, 4.1018, 4.1018, 31.2657, 0.0868, -0.0805, 0.0577
Si, 9.5708, 4.1018, 31.2657, -0.0793, -0.1182, -0.0878
Si, 1.3673, 6.8362, 31.2657, 0.0375, -0.1617, 0.0193
Si, 6.8362, 6.8362, 31.2657, 0.0512, -0.0293, -0.1292
Si, 4.1018, 9.5708, 31.2657, -0.0227, -0.0613, -0.0429
Si, 9.5708, 9.5708, 31.2657, -0.16, -0.1342, 0.1198
Si, 2.7345, 0, 0.6835, -0.0143, 0.0464, 0.0207
Si, 8.2035, 0, 0.6835, -0.0423, 0.0433, -0.0973
Si, 0, 2.7345, 0.6835, 0.047, 0.0913, 0.0374
Si, 5.469, 2.7345, 0.6835, -0.0167, 0.0976, 0.0928
Si, 2.7345, 5.469, 0.6835, -0.0799, -0.0197, -0.0509
Si, 8.2035, 5.469, 0.6835, -0.018, 0.1017, -0.0187
Si, 0, 8.2035, 0.6835, 0.0256, 0.0948, 0.1185
Si, 5.469, 8.2035, 0.6835, 0.0409, 0.1285, 0.0744
Si, 4.0968, 1.3785, 2.062, 0.0001, 0.0005, 0.001
Si, 9.5929, 1.3513, 2.044, -0.0045, 0.0019, 0.0005
Si, 1.3516, 4.1364, 2.0549, 0.0045, 0.0004, 0.0009
Si, 6.8262, 4.1335, 2.0445, 0.0025, 0.0002, 0.0011
Si, 4.0889, 6.8475, 2.0439, -0.0028, -0.0024, 0.0004
Si, 9.5731, 6.8396, 2.0632, -0.0001, 0.0021, 0.0008
Si, 1.3597, 9.6013, 2.0557, 0.0019, 0.0002, -0.0001
Si, 6.8272, 9.6115, 2.0472, 0.0041, 0.0045, 0.0008
Si, 0.029, 0.0355, 3.4716, 0.0025, -0.0007, 0.0047
Si, 5.483, 0.0401, 3.45, 0.0005, -0.0011, -0.001
Si, 2.7162, 2.7716, 3.4008, -0.0014, 0.0021, -0.0018
Si, 8.2526, 2.7811, 3.3418, 0.0014, -0.0026, -0.0057
Si, 0.0272, 5.5182, 3.4724, -0.0007, -0.0012, 0.0033
Si, 5.473, 5.5254, 3.4254, 0.0002, 0.002, -0.0018
Si, 2.7356, 8.2412, 3.3969, -0.0007, 0.0032, -0.0001
Si, 8.2414, 8.2865, 3.3844, -0.0011, -0.0014, -0.0027
Si, 1.3763, 1.4571, 4.8418, -0.0008, -0.0013, 0.0024
Si, 6.9083, 1.4763, 4.7261, 0.0035, 0.0026, -0.0011
Si, 4.0597, 4.1548, 4.7545, -0.0033, -0.0005, -0.0006
Si, 9.598, 4.0827, 4.7774, 0.0044, 0.0017, 0.002
Si, 1.3657, 6.9747, 4.8404, 0.0054, -0.0012, 0.0024
Si, 6.8393, 6.989, 4.7267, -0.0003, 0.007, -0.001
Si, 4.0937, 9.5758, 4.7864, 0.0002, -0.0032, 0.0015
Si, 9.6202, 9.5791, 4.8386, 0.0005, 0.0067, 0.0008
Si, 2.757, 0.0372, 6.1336, -0.0018, 0.0028, -0.0055
Si, 8.2936, 0.1225, 6.0882, 0.003, -0.0034, 0.0018
Si, 0.0156, 2.8006, 6.3013, -0.0026, -0.003, -0.0011
Si, 5.5113, 2.8386, 6.0663, 0.0005, 0.0006, 0.0006
Si, 2.7529, 5.5927, 6.1344, -0.0027, 0.0032, -0.0036
Si, 8.2527, 5.5991, 5.954, 0.0031, -0.0033, 0.0005
Si, 0.0468, 8.3072, 6.3688, -0.003, -0.005, -0.0024
Si, 5.4985, 8.303, 6.217, -0.0015, -0.0013, -0.0012
Si, 4.422, 1.1829, 7.3228, -0.0009, 0.0004, 0.0052
Si, 9.8101, 1.1529, 7.6179, -0.0021, 0.0022, -0.0075
Si, 1.1772, 4.5045, 7.4994, -0.0004, -0.0022, -0.0001
Si, 6.6397, 4.5438, 7.2413, -0.0011, -0.0025, 0.003
Si, 4.3234, 6.7065, 7.5341, 0.0005, 0.0037, -0.0014
Si, 9.7279, 6.6139, 7.4979, -0.0014, 0.0018, -0.0008
Si, 1.2793, 9.9441, 7.6956, 0.0001, 0.0032, 0.0072
Si, 6.7192, 9.9673, 7.4047, 0.001, -0.0006, -0.002
O, 9.587, 1.2439, 23.9789, -0.0037, -0.0031, -0.0015
O, 4.108, 6.8078, 23.9428, -0.0043, -0.0033, -0.0028
O, 4.014, 1.2454, 24.0268, 0.0014, 0.0019, -0.0005
O, 9.5392, 6.7078, 23.8919, 0.0002, 0.0037, 0.0005
O, -0.0275, 5.5457, 8.0117, 0.0028, 0.0032, 0.0009
O, 5.5698, 0.1275, 7.9057, -0.0004, -0.0003, -0.0013
O, 0.0717, 0.0933, 8.1416, 0.0019, -0.0032, 0.0005
O, 5.5337, 5.6143, 7.8756, -0.0008, -0.0013, -0.0012
O, 7.5979, 3.9582, 8.4288, -0.0006, 0.0005, 0.001
O, 8.7254, 7.0484, 8.7585, -0.0001, -0.0001, 0.0009
O, 2.1818, 9.4614, 9.0318, -0.0017, -0.0004, -0.0025
O, 8.8943, 1.68, 8.9208, 0, -0.0006, 0.0018
O, 7.6183, 9.4742, 8.7014, 0.0002, -0.0008, 0.0017
O, 3.6057, 1.8213, 8.5944, 0.0001, -0.0009, -0.0008
O, 3.5843, 7.2263, 8.9393, -0.001, -0.001, 0.0009
O, 2.0659, 4.0114, 8.8103, 0.0001, -0.0003, 0.0008
O, 8.1394, 3.4914, 23.3572, -0.0014, 0.0011, -0.0035
O, 0.4498, 4.9364, 22.9479, 0.0012, 0.0015, -0.002
O, 1.9048, 2.749, 23.2402, 0.0009, 0.0012, -0.0009
O, 5.8314, 4.9116, 23.1142, -0.0007, -0.0003, 0.0014
O, 5.5247, 9.996, 23.4976, 0.0006, -0.0005, -0.0012
O, 2.4467, 8.6936, 23.0197, -0.0009, -0.0001, -0.005
O, 0.1926, 10.0711, 23.0838, -0.0015, 0.0005, 0.0002
O, 7.785, 8.5764, 23.0728, 0.001, 0.0002, 0.0022
Si, 8.6612, 7.6988, 18.438, 0, -0.0004, 0.0002
Si, 8.788, 6.3614, 13.6317, -0.0006, -0.0002, -0.0002
Si, 3.7965, 1.5428, 14.7351, 0, -0.0006, -0.0001
Si, 2.1394, 5.75, 17.626, 0.0004, -0.0004, 0
Si, 2.4167, 3.1442, 19.4874, 0.0003, -0.0001, -0.0004
Si, 9.8155, 9.0337, 12.0778, -0.0002, 0, 0.0008
Si, 1.3329, 9.4229, 22.0756, 0.0008, -0.0003, 0.0003
Si, 9.1751, 0.9676, 13.195, 0, 0.0004, 0.0005
Si, 1.4228, 5.0574, 13.0263, 0.0003, -0.0002, 0.0002
Si, 1.7956, 8.2568, 12.8127, 0.0005, 0.0002, 0.0005
Si, 6.6512, 9.5563, 22.4237, -0.0013, -0.0004, -0.0002
Si, 4.5298, 4.6039, 15.7079, 0.0003, -0.0003, 0
Si, 8.2107, 3.0212, 9.5826, 0.0002, -0.0011, 0.0009
Si, 0.843, 8.2474, 19.2608, 0.0001, 0.0001, -0.0007
Si, 6.9529, 1.3512, 21.0875, 0.0005, -0.0001, -0.0002
Si, 8.2274, 8.3162, 9.6716, 0.0008, -0.0003, 0.0005
Si, 10.891, 5.2074, 15.6069, 0.0001, 0, 0.0002
Si, 7.5725, 9.5016, 16.3159, 0.0003, 0.0002, -0.0001
Si, 9.9336, 2.0585, 20.2951, -0.0003, -0.0005, -0.0007
Si, 3.2182, 8.5147, 9.9109, 0.0003, -0.0004, 0.0012
Si, 6.698, 3.3487, 17.4065, 0, -0.0002, -0.0001
Si, 1.1681, 0.2104, 19.8001, -0.0001, -0.0011, -0.0001
Si, 3.237, 2.8196, 12.2989, 0.0005, -0.0002, 0.0006
Si, 7.2205, 5.3945, 19.6821, 0, -0.0004, 0.0002
Si, 5.7494, 8.6728, 11.5449, 0.0004, 0.0006, 0.0009
Si, 5.7879, 6.0762, 13.2, 0.0004, 0.0002, 0.0007
Si, 4.6365, 9.706, 17.621, -0.0004, -0.0002, -0.0002
Si, 1.0227, 3.6013, 22.1711, 0.0002, 0.0002, 0.0006
Si, 4.8995, 1.4847, 18.7977, 0.0001, -0.0001, 0.0001
Si, 3.1961, 3.0833, 9.5173, 0.0001, 0, 0.0004
Si, 6.4538, 10.8237, 13.7904, 0.0008, 0.0001, 0
Si, 10.3527, 0.1195, 15.9694, 0.0008, 0.0002, -0.0003
Si, 5.6638, 3.6594, 11.1554, 0.0005, 0.0004, 0.0008
Si, 9.8431, 3.9016, 11.9035, -0.0002, 0.0002, 0.0011
Si, 2.3457, 9.9252, 15.5427, 0.0001, 0.0002, 0.0003
Si, 6.0784, 8.1228, 19.7973, 0.0003, -0.0002, -0.0003
Si, 6.9357, 3.974, 22.3723, 0.001, 0, 0.0004
Si, 9.7573, 2.7794, 17.3639, -0.0001, -0.0007, 0.0002
O, 7.1979, 6.3807, 13.9742, -0.0001, 0, -0.0002
O, 1.8844, 7.0592, 18.677, 0, -0.0005, 0.0001
O, 10.2916, 4.0401, 16.5266, -0.0005, -0.0001, 0.0003
O, 6.1695, 9.9606, 17.052, 0.0004, -0.0003, -0.0004
O, 10.15, 0.7047, 14.4659, 0.0003, -0.0003, -0.0001
O, 8.448, 6.1166, 18.8542, 0.0001, 0, 0
O, 5.1736, 0.6896, 14.4328, 0, 0.0002, 0.0001
O, 5.7202, 2.0558, 17.5182, 0, -0.0001, 0.0002
O, 8.349, 1.9434, 20.547, 0, -0.0007, 0.0001
O, 1.9932, 4.2995, 18.3982, 0, -0.0004, 0.0002
O, 6.9671, 2.8051, 10.642, 0.0002, 0, 0
O, 4.8729, 2.7115, 12.2214, -0.0002, 0.0001, -0.0003
O, 6.0328, 4.3954, 16.3448, -0.0001, 0, -0.0004
O, 4.5643, 3.9191, 9.939, 0.0003, 0.0006, -0.0005
O, 10.6917, 2.774, 21.5532, 0.0002, -0.0006, 0.0007
O, 9.7249, 6.1635, 14.9677, 0.0005, -0.0003, 0.0001
O, 6.0101, 6.4868, 19.8365, -0.0002, 0.0001, 0
O, 4.0844, 0.1712, 18.2773, 0.0003, -0.0001, 0.0002
O, 9.2587, 10.556, 12.2717, 0.0003, -0.0004, -0.0003
O, 2.8555, 4.3629, 12.7067, 0.0001, -0.0002, 0
O, 1.9141, 10.7048, 21.2072, 0.0001, 0.0004, -0.0003
O, 3.9948, 2.7227, 19.3795, -0.0001, -0.0003, -0.0001
O, 0.7324, 10.044, 15.96, 0.0001, -0.0003, 0.0002
O, 1.2779, 9.8044, 18.833, 0.0001, -0.0001, 0.0005
O, 1.7134, 1.665, 19.2691, 0.0001, -0.0003, -0.0001
O, 8.9435, 10.3926, 16.4976, -0.0002, -0.0004, 0.0001
O, 4.8761, 8.5822, 18.7879, 0.0002, -0.0005, 0.0002
O, 9.5747, 8.7547, 10.4854, 0.0003, 0.0002, -0.0002
O, 6.7493, 4.0862, 18.8551, 0.0002, -0.0004, 0.0002
O, 2.8431, 1.7239, 13.4085, 0.0001, 0.0004, -0.0004
O, 5.8294, 8.7728, 21.2611, 0.0003, -0.001, 0
O, 2.5437, 2.4501, 10.8768, 0, 0.0004, 0.0003
O, 7.6192, 4.8516, 21.1703, 0.0001, 0, -0.0002
O, 5.2119, 7.4828, 12.5563, 0, 0.0003, -0.0001
O, 0.4333, 9.0707, 12.4971, 0.0003, -0.0001, -0.0004
O, 7.5836, 1.0619, 13.5757, 0, -0.0001, -0.0004
O, 7.1129, 9.6379, 14.744, 0.0002, -0.0001, 0.0005
O, 8.9799, 5.0333, 12.6969, 0.0002, 0.0002, 0.0001
O, 8.0958, 8.0386, 16.9093, 0.0001, 0.0001, 0.0002
O, 6.2149, 2.5761, 21.8952, 0.0002, -0.001, -0.0002
O, 2.4598, 9.0704, 14.1064, 0.0005, -0.0001, -0.0005
O, 0.4264, 4.4925, 11.8625, 0.0002, 0.0001, -0.0003
O, 0.8154, 8.3187, 20.9325, -0.0001, -0.0006, -0.0009
O, 9.3886, 3.8342, 10.3476, 0.0006, 0.0005, -0.0003
O, 9.6587, 2.3883, 12.5306, 0.0001, 0.0002, -0.0006
O, 7.6234, 8.563, 19.3906, 0, -0.0004, 0.0003
O, 2.5533, 8.1715, 11.3644, -0.0004, 0.0003, 0.0003
O, 3.9803, 3.0617, 15.3771, 0.0003, 0.0002, 0
O, 0.8347, 4.4905, 14.4375, 0, -0.0001, 0
O, 10.0541, 2.9997, 18.9558, 0.0002, -0.0002, -0.0004
O, 9.1465, 7.8069, 12.9449, 0.0004, 0.0002, -0.0003
O, 10.5151, 0.5376, 20.0743, 0.0004, 0.0003, 0.0003
O, 6.0326, 5.0463, 11.9337, 0, 0.0002, -0.0001
O, 8.157, 2.7462, 17.0114, 0.0005, 0, 0.0002
O, 3.5383, 5.4834, 16.7277, 0, 0.0003, 0.0002
O, 4.6686, 9.1345, 10.3863, 0.0001, -0.0003, -0.0001
O, 1.5319, 6.6784, 13.1802, 0, 0.0002, -0.0002
O, 4.7625, 5.4934, 14.3433, 0.0003, -0.0003, 0
O, 2.0471, 3.8562, 20.9167, 0.0002, -0.0003, 0
O, 10.5531, 1.4137, 16.9463, 0.0002, 0.0005, 0
O, 0.9505, 6.0747, 16.5516, -0.0001, -0.0004, -0.0004
O, 7.3383, 10.9523, 21.9314, 0.0005, 0.0003, 0.0001
O, 5.9334, 0.9124, 19.913, -0.0001, -0.0004, -0.0005
O, 6.0697, 10.0323, 12.4055, 0.0001, -0.0001, -0.0004
O, 2.8493, 0.5476, 15.6022, 0.0002, 0.0002, -0.0002
O, 7.0545, 8.0165, 10.7789, -0.0004, 0.0001, -0.0008
O, 10.2466, 8.0167, 18.6864, 0.0001, -0.0004, 0.0001
O, 3.449, 9.1985, 16.5737, 0.0003, -0.0004, 0.0001

Results
free energy: -137508.526 eV
free energy less fixed offsets of O -568.88, Si -635.61 eV per atom: 0.174 eV

The program warned: the cutoff lies below the one the program advises for these potential files; the forces do not sum to zero within the program's tolerance; the exchange-correlation potential is rough where the density is thin.
